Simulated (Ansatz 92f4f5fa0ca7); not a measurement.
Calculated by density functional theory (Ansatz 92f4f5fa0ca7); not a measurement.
Periodic cell of 252 atoms, Si132O88H32, with a vacuum gap, from a study of silicon, its oxide and their interface. The atomic structure is a simulated model.

Settings: functional r2SCAN; potential files Ansatz PAW; basis plane waves; wave-function cutoff 800 eV; density cutoff ratio 5; exchange-correlation grid ratio 1; k mesh 1 x 1 x 1, shifted by 0.5 0.5 0 of a step; self-consistency stop 1e-11 eV per atom in the density residual; occupations fixed; spin none; net charge 0; applied field sawtooth along c, amplitude -0.015 V/angstrom in the program's sign convention, ramp centred at 0.9887 of c and 0.0226 of c wide, no dipole correction.

Cell vectors (angstrom)
a, 10.887, 0, 0
b, 0, 10.887, 0
c, 0, 0, 44.3105

Atoms and the computed forces on them: element, x, y, z (angstrom), force x, y, z (eV/angstrom)
Si, -0.3799, 0.1532, 30.5718, -0.0005, -0.0061, -0.0193
Si, 3.1754, 2.3261, 30.5541, -0.0003, 0.0035, -0.0157
Si, -0.3165, 5.5583, 30.5771, 0.0084, -0.0047, -0.0165
Si, 2.9452, 7.9232, 30.8962, -0.0007, 0.0117, -0.025
Si, 5.1299, -0.1295, 30.7873, -0.0031, -0.0081, -0.0174
Si, 8.2187, 2.4338, 30.6604, 0.0035, -0.0034, -0.0203
Si, 5.0515, 5.5705, 30.6516, -0.0046, -0.0023, -0.0139
Si, 8.4705, 7.8806, 30.6115, -0.0006, 0.0134, -0.0167
Si, 1.3637, 1.3019, 31.7281, -0.0009, 0.0018, -0.0153
Si, 4.0762, 3.9498, 32.0282, -0.0049, -0.0016, -0.0123
Si, 1.2731, 6.6884, 31.9405, 0.0001, 0.0006, -0.0115
Si, 4.0205, 9.4173, 32.2777, -0.0032, -0.0038, -0.0166
Si, 6.7304, 1.1819, 31.9576, 0.0013, -0.0028, -0.0044
Si, 9.4019, 4.0464, 31.9208, -0.0026, -0.0057, -0.0169
Si, 6.7974, 6.7147, 31.8151, -0.0007, 0.0057, -0.014
Si, 9.5571, 9.4235, 31.9965, -0.0026, -0.0005, -0.019
Si, 0.0088, 2.6796, 33.179, 0.0145, -0.0027, 0.0057
Si, 2.6108, 0.0176, 33.3483, -0.0023, -0.0026, 0.0091
Si, 0.0322, 8.1102, 33.3538, 0.0017, 0.004, 0.0083
Si, 2.6597, 5.3341, 33.3122, -0.0002, -0.0024, 0.0044
Si, 5.4724, 2.6311, 33.3489, 0.0025, 0.0054, 0.012
Si, 8.151, -0.1049, 33.3229, -0.0032, -0.0096, 0.0052
Si, 5.5245, 8.0459, 33.3667, 0.006, 0.0047, 0.0113
Si, 8.0954, 5.4055, 33.2972, -0.0029, 0.0032, 0.0067
Si, 1.3049, 4.0128, 34.6631, -0.0032, -0.0089, 0.0101
Si, 4.0391, 1.3444, 34.6786, -0.0285, -0.0215, 0.0204
Si, 1.3363, 9.5032, 34.7171, 0.006, -0.0082, 0.0113
Si, 4.0741, 6.7124, 34.6498, -0.0165, 0.006, 0.0188
Si, 6.8023, 4.0297, 34.6856, -0.0022, -0.0048, 0.0148
Si, 9.5438, 1.32, 34.5943, -0.01, 0.001, 0.0188
Si, 6.8187, 9.4594, 34.7202, -0.0011, 0.0042, 0.0122
Si, 9.4851, 6.773, 34.6507, -0.0002, 0.0159, 0.0249
Si, -0.0272, -0.0126, 36.0338, 0.017, 0.0049, 0.1933
Si, 2.7038, 2.7098, 36.0424, -0.0155, 0.0192, 0.1832
Si, -0.0296, 5.4204, 36.0031, 0.0374, -0.0168, 0.1783
Si, 2.7484, 8.1414, 36.0119, -0.0018, -0.0029, 0.1657
Si, 5.4263, -0.0227, 36.0104, 0.044, -0.0115, 0.175
Si, 8.203, 2.6905, 35.9999, 0.0091, -0.0231, 0.1759
Si, 5.4307, 5.3865, 36.0303, 0.0064, 0.0199, 0.2055
Si, 8.1815, 8.1325, 36.0677, -0.0075, -0.011, 0.1777
Si, 1.3524, 1.344, 37.3855, -0.0201, 0.0037, 0.3197
Si, 4.0699, 4.0748, 37.4005, -0.0615, -0.0934, 0.368
Si, 1.3399, 6.8054, 37.3541, 0.1238, -0.0745, 0.1555
Si, 4.0811, 9.5286, 37.3802, 0.0618, -0.1877, 0.3413
Si, 6.8082, 1.3512, 37.3556, 0.0446, -0.0383, 0.1476
Si, 9.5274, 4.0704, 37.3811, 0.0265, -0.0557, 0.2897
Si, 6.7885, 6.7732, 37.3777, 0.0787, 0.013, 0.3292
Si, 9.519, 9.529, 37.4092, -0.0036, -0.058, 0.3726
Si, 0.0196, 2.7321, 6.9277, -0.0151, -0.0029, -0.3572
Si, 2.7272, 0.0112, 6.9467, -0.0181, 0.1018, -0.2063
Si, 0.0213, 8.1978, 6.9472, -0.1504, 0.0868, -0.189
Si, 2.7103, 5.4696, 6.9144, -0.0131, 0.0258, -0.3664
Si, 5.4657, 2.7285, 6.9272, -0.0524, 0.0787, -0.2579
Si, 8.1681, 0.0213, 6.9425, 0.0786, 0.0095, -0.2727
Si, 5.4544, 8.1829, 6.904, -0.1004, 0.0967, -0.4526
Si, 8.1823, 5.4542, 6.9302, 0.0232, 0.0927, -0.3095
Si, 1.3758, 4.1009, 8.2796, -0.0009, 0.0047, -0.1872
Si, 4.0853, 1.4007, 8.2916, -0.0348, 0.0203, -0.1742
Si, 1.3672, 9.5693, 8.3345, -0.0388, 0.0339, -0.1822
Si, 4.0366, 6.8927, 8.2396, 0.0016, -0.0054, -0.1938
Si, 6.8358, 4.0994, 8.2827, -0.0134, 0.0006, -0.1758
Si, 9.5561, 1.386, 8.2912, 0.014, -0.0326, -0.1795
Si, 6.8131, 9.5304, 8.2734, 0.0037, 0.0046, -0.186
Si, 9.5308, 6.8473, 8.2919, -0.0095, 0.0083, -0.1697
Si, 0.0304, 0.0739, 9.7041, 0.0037, 0.0132, -0.0032
Si, 2.7302, 2.7729, 9.6785, 0.0142, -0.0051, -0.0231
Si, 0.044, 5.4996, 9.6094, -0.0018, 0.004, -0.0082
Si, 2.7241, 8.225, 9.7044, 0.0094, -0.0126, -0.0254
Si, 5.4472, 0.0102, 9.5952, 0.0186, 0.0163, -0.0122
Si, 8.2415, 2.7652, 9.6534, 0.0047, 0.012, -0.0234
Si, 5.4309, 5.5418, 9.5011, 0.0157, 0.0064, -0.0073
Si, 8.1907, 8.2293, 9.6754, 0.0026, -0.0145, -0.0222
Si, 1.3792, 1.4451, 11.1179, -0.0073, 0.0019, -0.0029
Si, 4.1035, 4.2613, 10.8893, 0.0055, 0.0023, -0.0117
Si, 1.352, 6.8368, 11.0403, -0.0008, -0.0104, -0.0083
Si, 4.0789, 9.6429, 11.0345, 0.0093, 0.0043, -0.0096
Si, 6.8542, 1.3412, 10.8951, -0.0076, -0.0027, -0.0113
Si, 9.6301, 4.1694, 10.9981, 0.0011, 0.0034, -0.0052
Si, 6.7286, 6.8609, 10.9127, -0.0007, -0.0038, -0.0027
Si, 9.5658, 9.5997, 11.0666, -0.0052, 0.0097, -0.013
Si, 0.1205, 2.9264, 12.507, -0.0016, -0.0026, 0.0185
Si, 2.7664, 0.097, 12.5103, 0.0003, 0.0046, 0.0161
Si, 0.033, 8.2079, 12.4444, -0.0007, -0.0002, 0.0144
Si, 2.807, 5.5674, 12.3967, 0.0073, 0.0039, 0.0168
Si, 5.521, 2.8453, 12.0332, 0.0002, 0.0023, 0.0154
Si, 8.2026, 0.1163, 12.4065, 0.0044, 0.0019, 0.0176
Si, 5.4541, 8.2677, 12.3346, 0.0042, -0.0031, 0.0131
Si, 8.1407, 5.5254, 12.1913, -0.0022, 0.0032, 0.0146
Si, 1.8318, 4.0297, 13.8756, -0.0012, -0.0061, -0.0392
Si, 4.0774, 1.8281, 13.4943, 0.0015, -0.0026, -0.0209
Si, 1.5956, 9.3461, 13.8188, 0.0029, -0.0033, -0.0378
Si, 3.8994, 7.1883, 13.7249, 0.0004, -0.0002, -0.0351
Si, 7.0777, 3.8585, 13.4458, 0.0032, 0.0026, -0.032
Si, 9.3747, 1.7433, 13.6792, -0.0016, 0.0033, -0.0273
Si, 7.0064, 9.4084, 13.6659, 0.0039, 0.0013, -0.0298
Si, 9.162, 7.0981, 13.5675, 0.0041, 0.0021, -0.0323
Si, 28.3343, -10.2656, 18.5285, 0.0021, -0.0027, -0.0555
Si, -3.0721, -1.3561, 25.99, 0.0013, -0.0022, -0.0579
Si, 4.1975, 15.3742, 25.3764, 0.0077, -0.0021, -0.0638
Si, 20.6249, 16.1045, 22.8979, -0.0082, 0.001, -0.0579
Si, 12.9231, 0.2128, 26.3243, 0.0037, -0.0045, -0.0491
Si, 9.6894, 3.668, 17.8602, 0.0044, 0.0042, -0.0505
Si, -2.15, 16.0805, 20.0234, 0.007, -0.0037, -0.0642
Si, 14.0913, 22.6768, 22.0165, 0.0008, 0.001, -0.0639
Si, -13.9793, 12.6726, 27.9068, -0.0014, -0.0055, -0.0578
Si, 0.5941, 7.4443, 22.454, 0.0048, -0.0039, -0.061
Si, 6.0856, 3.4691, 20.0084, -0.0049, -0.0017, -0.0699
Si, 13.5083, -1.9747, 27.9934, -0.0032, -0.0017, -0.0385
Si, 3.8765, 15.1298, 28.2805, -0.0051, 0.0026, -0.0571
Si, 0.2623, 22.0921, 15.9443, -0.0013, -0.0012, -0.0624
Si, 11.2026, 0.7304, 21.1129, -0.0045, -0.0073, -0.0681
Si, 3.8155, -0.363, 19.4347, -0.0001, 0.0034, -0.0594
Si, -9.8474, 15.6919, 27.8796, 0.0014, -0.0004, -0.0565
Si, 9.3736, 7.6026, 24.3223, 0.0052, -0.0162, -0.0579
Si, -7.2476, 18.2705, 25.7469, 0.0013, 0.003, -0.052
Si, 5.5011, 22.096, 15.7103, 0.0019, -0.0088, -0.0502
Si, 9.4888, 22.5757, 18.4319, -0.0034, -0.0051, -0.0573
Si, 16.62, -16.1842, 15.7067, -0.0007, 0.003, -0.0475
Si, 21.2515, 18.0778, 18.2283, -0.0026, -0.0092, -0.0555
Si, -5.5117, 2.8352, 23.0701, -0.0047, -0.0014, -0.0761
Si, -9.6056, 30.6193, 20.0026, 0.0012, 0.0039, -0.0615
Si, -0.7616, 0.1082, 27.5638, 0.001, -0.0006, -0.0559
Si, -10.1275, 7.2934, 26.3995, -0.0058, 0.0068, -0.0498
Si, -6.826, 14.8509, 17.8019, -0.0017, 0.0069, -0.0546
Si, -3.4292, 1.4917, 25.0194, 0.0022, 0.0072, -0.0623
Si, 12.588, 35.5937, 25.598, -0.0055, -0.0068, -0.0495
Si, 13.9123, -20.6876, 16.9942, -0.0007, -0.0009, -0.0513
Si, 12.1616, 15.7343, 16.9384, 0.0092, -0.005, -0.0462
Si, -2.2687, -15.5356, 16.3047, -0.0041, 0.0026, -0.0564
Si, -4.0606, 20.5754, 28.597, 0.0041, 0.0048, -0.0564
Si, 13.6176, -1.5989, 23.9126, -0.0048, 0.0077, -0.0619
Si, 10.1864, 13.0804, 23.6508, -0.0016, -0.0032, -0.0577
O, -0.249, -0.393, 29.0285, 0.004, 0.0014, 0.0452
O, -1.1763, -6.8532, 19.4432, -0.0072, 0.0051, 0.0304
O, 11.2341, -6.2011, 29.3446, -0.0146, 0.0085, 0.0458
O, -8.9038, 10.0516, 25.1088, -0.0032, 0.01, 0.0371
O, -1.35, 6.7423, 30.0474, -0.0001, -0.003, 0.0182
O, -2.9647, 8.7748, 29.3601, 0.0071, -0.0145, 0.0281
O, 16.7825, 3.3464, 21.6211, -0.0074, -0.0076, 0.0527
O, -8.2367, 12.5386, 25.9381, 0.0014, -0.0029, 0.018
O, 13.5414, 4.7505, 17.7672, 0.0068, -0.0006, 0.0153
O, 15.9922, 4.0202, 24.1331, -0.0093, 0.0133, 0.0376
O, 14.8612, 30.2497, 24.5804, 0.0013, -0.0108, 0.031
O, -11.988, 25.4112, 23.0775, 0.0036, -0.0107, 0.0238
O, 4.0235, 6.8093, 30.4073, 0.0022, -0.0064, 0.0169
O, 7.6433, 13.7185, 29.148, 0.0022, 0.0066, 0.0442
O, -2.0448, 4.8051, 17.0609, 0.007, -0.012, 0.0301
O, 8.0771, 0.0495, 18.7784, 0.001, 0.0007, 0.0149
O, 2.7468, -2.6394, 14.2587, -0.0019, 0.0029, 0.0099
O, 1.7676, 12.302, 21.4365, 0.0057, 0.0003, 0.022
O, -4.6338, 20.8325, 15.0306, -0.0084, 0.0116, 0.0262
O, 4.1095, 0.5038, 20.7547, -0.0056, 0.0102, 0.042
O, 9.2554, -3.3726, 17.0878, 0.011, 0.0041, 0.0261
O, 20.929, 19.0028, 22.9089, -0.0107, 0.0004, 0.0289
O, 18.097, 4.6375, 19.7204, 0.0008, -0.0004, 0.0281
O, 2.8705, -1.6948, 19.7085, -0.0086, -0.0039, 0.0187
O, 2.9907, 13.771, 14.1581, -0.0013, 0.0016, 0.0119
O, 11.8561, 14.3562, 26.9571, -0.0035, 0.0134, 0.0342
O, 11.1993, 3.5956, 17.3005, -0.008, -0.0035, 0.018
O, 33.3272, -8.4717, 24.4757, 0.0179, 0.0054, 0.0318
O, 3.7888, 2.5081, 17.128, 0.0009, 0.0023, 0.0196
O, 1.1535, 8.4277, 27.4778, 0.0063, 0.0063, 0.0215
O, -6.739, 11.938, 30.247, 0.0047, -0.0001, 0.0128
O, 8.1394, -2.5963, 14.0811, -0.0013, 0.0005, 0.0088
O, 1.5135, 15.6556, 15.3218, -0.0021, 0.0064, 0.0419
O, 15.4062, -15.7089, 25.5421, -0.0033, 0.0004, 0.019
O, -10.0909, 9.8793, 15.1598, -0.0059, 0.0097, 0.0216
O, -0.5086, 1.1324, 19.7653, 0.0168, -0.0024, 0.0441
O, 10.3858, -0.0133, 17.3417, -0.0108, 0.003, 0.0394
O, 2.835, 10.464, 27.5746, 0.0038, -0.008, 0.0253
O, -8.2355, 14.9999, 25.0239, -0.0019, -0.0003, 0.0203
O, 18.9755, 8.406, 24.8604, -0.009, 0.0137, 0.028
O, 30.9444, 20.7996, 26.8153, 0.0077, 0.0064, 0.0274
O, 17.0846, -6.4188, 14.6597, -0.0059, 0.0112, 0.029
O, 20.2495, 12.4148, 27.6522, -0.0022, 0.002, 0.0221
O, 5.356, 21.3062, 18.8655, -0.0093, -0.0041, 0.019
O, 35.791, 21.3084, 22.8614, -0.0033, -0.0208, 0.0369
O, 8.1927, 13.7083, 14.0905, 0.0006, 0.0017, 0.0115
O, -15.3831, 0.8931, 16.9322, 0.0082, 0.0009, 0.0383
O, -12.3468, -4.7157, 14.8988, -0.0013, -0.0042, 0.0341
O, 9.0096, 12.5896, 24.6271, -0.0148, -0.0054, 0.0282
O, 17.601, -1.827, 27.1012, -0.0074, 0.0023, 0.037
O, 1.0692, 29.2979, 20.9127, -0.0051, -0.0084, 0.0384
O, 0.2188, 16.8559, 27.1286, 0.0016, -0.0123, 0.0281
O, 0.6277, 20.9284, 20.8871, -0.0018, 0.0063, 0.024
O, 1.5968, 12.0896, 16.2554, 0.0095, 0.0027, 0.0189
O, -6.9101, -8.8531, 22.8613, 0.007, 0.0073, 0.0234
O, 15.5542, 14.7488, 19.3046, 0.0165, -0.0035, 0.0337
O, 28.8006, 17.3463, 16.1427, 0.0085, 0.0017, 0.0172
O, 8.8197, 16.3331, 21.5986, 0.0108, 0.0019, 0.0472
O, 9.0528, 13.0882, 17.7251, -0.0006, -0.0038, 0.0116
O, -0.3779, 18.7108, 25.432, 0.0141, 0.0002, 0.0294
O, 3.7654, -2.8546, 27.2362, -0.005, 0.0069, 0.0318
O, 22.1297, 16.7409, 22.7497, -0.0013, -0.001, 0.0186
O, 6.5182, 23.7219, 23.7939, 0.0153, -0.0082, 0.0359
O, 3.1397, 3.0195, 29.0671, -0.0047, -0.0132, 0.0367
O, -1.4645, 12.2464, 30.4311, -0.0037, 0.0045, 0.0198
O, -10.353, 6.1721, 17.5075, -0.0074, 0.0124, 0.0268
O, 10.0983, 1.1227, 15.0122, 0.014, -0.0094, 0.0319
O, -1.4915, 17.4398, 19.3886, -0.0073, -0.0091, 0.0338
O, -6.2823, 6.5526, 15.0608, 0.0093, -0.0078, 0.0273
O, 2.8275, 0.4998, 18.4803, 0.0045, -0.0128, 0.0358
O, 7.2107, -0.0859, 25.2154, 0.0016, -0.0106, 0.0223
O, -6.9029, 10.8949, 16.2254, -0.0079, 0.0036, 0.0249
O, -6.3971, 3.8167, 26.8398, -0.0035, -0.0021, 0.0461
O, 5.0911, 4.8806, 29.1507, 0.0129, 0.0091, 0.0389
O, -12.7464, 27.7972, 24.1236, -0.0041, 0.0129, 0.0261
O, 6.4685, 12.8959, 19.3791, -0.0018, 0.0131, 0.0287
O, 2.5723, 8.8022, 29.5825, 0.0003, -0.0088, 0.0443
O, -14.5702, 22.1438, 28.4396, -0.0059, -0.0041, 0.0206
O, 0.3572, -2.4119, 18.7067, 0.0122, 0.0085, 0.0304
O, -5.6378, 1.4525, 14.5863, 0.0061, -0.0096, 0.0305
O, -16.2717, -12.0211, 29.525, -0.0062, 0.0083, 0.0313
O, 0.4993, 22.2248, 26.6653, -0.0147, -0.0022, 0.0225
O, -5.7482, 4.8106, 16.9702, -0.0077, -0.0116, 0.0332
O, 2.0912, 28.7069, 25.5685, -0.0055, -0.0019, 0.0174
O, 10.3349, 12.0019, 22.435, -0.0084, 0.0128, 0.0391
O, -8.2778, 5.2597, 28.0366, 0.005, -0.003, 0.0271
O, 12.6528, 8.2046, 23.2359, 0.0123, 0.0075, 0.0307
O, -3.7321, 13.1012, 26.4678, 0.0034, 0.0015, 0.0455
H, 0.5475, 2.1824, 38.3179, 0.2716, -0.3293, -0.2532
H, 2.1868, 0.5351, 38.3179, -0.357, 0.268, -0.258
H, 4.9064, 3.2679, 38.333, -0.3543, 0.223, -0.2344
H, 3.2587, 4.907, 38.333, 0.2842, -0.2788, -0.2576
H, 2.1721, 5.9942, 38.2866, -0.3308, 0.2413, -0.2603
H, 0.5407, 7.6493, 38.2866, 0.2616, -0.3295, -0.3106
H, 3.264, 10.3551, 38.3126, 0.264, -0.3383, -0.2946
H, 4.9112, 8.7152, 38.3126, -0.2856, 0.2901, -0.2415
H, 5.997, 2.1835, 38.2881, 0.2851, -0.2573, -0.305
H, 7.6391, 0.5386, 38.2881, -0.3649, 0.2739, -0.2691
H, 8.7174, 4.9037, 38.3136, 0.2343, -0.3456, -0.2808
H, 10.3615, 3.261, 38.3136, -0.2996, 0.3026, -0.2619
H, 5.9896, 7.6173, 38.3101, 0.2229, -0.3288, -0.2733
H, 7.6326, 5.9743, 38.3101, -0.379, 0.2331, -0.2383
H, 10.3582, 8.7249, 38.3416, -0.2802, 0.3411, -0.2301
H, 8.7058, 10.3593, 38.3416, 0.2603, -0.3649, -0.249
H, -0.8145, 3.5415, 5.9953, 0.3018, -0.2897, 0.2641
H, 0.8246, 1.8938, 5.9953, -0.2556, 0.3596, 0.2594
H, 1.8927, 0.8202, 6.0143, 0.3085, -0.3138, 0.2645
H, 3.5442, -0.8153, 6.0143, -0.2733, 0.2865, 0.3134
H, -0.8179, 9.0018, 6.0148, 0.3455, -0.2365, 0.2552
H, 0.8205, 7.3539, 6.0148, -0.2346, 0.3678, 0.3109
H, 1.8781, 6.2808, 5.9819, 0.268, -0.3937, 0.2251
H, 3.5215, 4.6374, 5.9819, -0.1775, 0.3283, 0.2796
H, 6.2769, 1.8963, 5.9948, -0.3382, 0.311, 0.2735
H, 4.6292, 3.5354, 5.9948, 0.3184, -0.1927, 0.2763
H, 7.3372, 0.8338, 6.0101, 0.3705, -0.28, 0.2732
H, 8.9813, -0.809, 6.0101, -0.2707, 0.3021, 0.2627
H, 4.6243, 8.9963, 5.9715, 0.4266, -0.1914, 0.2033
H, 6.2533, 7.3387, 5.9715, -0.3072, 0.2549, 0.2864
H, 7.3381, 6.253, 5.9978, 0.3187, -0.2631, 0.2709
H, 8.9923, 4.6209, 5.9978, -0.2274, 0.3556, 0.2785

Results
free energy: -135124.268 eV
free energy less fixed offsets of H -15.71, O -570.45, Si -639.56 eV per atom: -0.028 eV

The program warned: the cutoff lies below the one the program advises for these potential files; the forces do not sum to zero within the program's tolerance; empty levels may hold ghost states of the PAW files; the exchange-correlation potential is rough where the density is thin.
